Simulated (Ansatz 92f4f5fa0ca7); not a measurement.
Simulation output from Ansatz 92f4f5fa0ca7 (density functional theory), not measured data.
Periodic cell of 228 atoms, Si140O88, from a study of silicon, its oxide and their interface. The atomic structure is a simulated model.
This geometry differs little from another in the collection (a relaxation step or a small displacement).

Settings
functional: r2SCAN
potential files: Ansatz PAW
basis: plane waves
wave-function cutoff: 800 eV
density cutoff ratio: 5
exchange-correlation grid ratio: 1
k mesh: 1 x 1 x 1, shifted by 0.5 0.5 0 of a step
self-consistency stop: 1e-10 eV per atom in the density residual
occupations: fixed
spin: none
net charge: 0

Cell vectors (angstrom)
a  10.888  0  0
b  0  10.888  0
c  0  0  33.3284

Atoms and the computed forces on them: element, x, y, z (angstrom), force x, y, z (eV/angstrom)
Si  1.7662  1.5748  -0.5404  -0.0045  0.0039  -0.0344
Si  3.4985  4.3192  -0.7788  -0.0015  0.0023  -0.0522
Si  1.8186  7.276  1.6267  0.0073  0.0177  0.0055
Si  3.4626  9.0313  1.4845  0.0016  -0.0014  0.0076
Si  8.0818  0.0796  -1.1917  -0.0029  0.0097  -0.0293
Si  9.0451  3.6676  1.4995  0.0021  0.0016  -0.0021
Si  6.4569  6.4311  1.496  -0.0003  -0.0007  0.0074
Si  10.0543  10.0152  1.6614  0.0042  -0.0036  -0.0115
Si  0.8668  0.9098  1.5465  0.0051  -0.0029  -0.0077
Si  2.9092  5.51  2.7232  0.0057  -0.0034  0.0019
Si  1.2636  6.4941  -0.5378  -0.0214  -0.0431  -0.034
Si  3.0325  9.6852  -0.7745  0.0191  -0.0135  -0.0444
Si  7.4892  1.7982  1.4563  -0.0035  -0.01  -0.0335
Si  9.5001  4.6677  -0.5946  0.0033  0.0033  -0.0522
Si  5.3687  8.156  2.671  -0.0012  0.0047  0.0029
Si  8.0944  5.3808  2.8122  -0.0031  0.0009  0.0106
Si  -0.0676  2.7017  2.744  -0.0056  0.0013  0.0026
Si  2.6014  -0.081  2.794  0.0006  0.0028  0.0054
Si  0.0972  8.2525  2.8838  -0.0028  0.0065  0.0135
Si  4.6696  4.6823  1.2882  -0.0061  -0.009  -0.0028
Si  5.5566  2.7988  2.5021  0.0047  0.0019  -0.0036
Si  8.3048  0.1112  2.8728  -0.0025  0.0015  0.0131
Si  9.4131  9.1121  -0.385  -0.0068  0.0014  -0.002
Si  7.722  7.2099  -0.3822  -0.0068  0.0056  -0.0305
Si  1.4217  4.1008  3.9572  0.0009  0.0019  -0.0073
Si  4.1088  1.398  3.8776  -0.0034  -0.0006  -0.0036
Si  1.3777  9.543  4.3336  -0.0048  -0.0042  -0.0067
Si  4.1386  6.8364  4.2058  0.0028  -0.0007  -0.01
Si  6.771  4.0333  4.1646  0.0025  -0.0002  -0.0038
Si  9.574  1.4273  4.3007  -0.0003  -0.0006  -0.0081
Si  6.7971  9.5533  3.9855  0.0013  -0.0001  0.0032
Si  9.523  6.8137  4.045  0.0017  0.0073  -0.0063
Si  -0.0015  0.0194  5.6162  -0.0007  0.0008  -0.0015
Si  2.75  2.7074  5.3416  0.001  -0.0025  -0.0003
Si  0.0405  5.4461  5.3649  -0.0015  0.0016  -0.0016
Si  2.7631  8.1548  5.5661  0.0013  0.0016  0.0026
Si  5.4255  0.0427  5.3314  0.001  -0.0013  -0.0045
Si  8.1405  2.7516  5.5555  0.0015  0  0.0037
Si  5.4607  5.4224  5.5245  -0.0021  -0.0035  -0.0005
Si  8.1415  8.1806  5.3934  -0.0021  0.0016  0.0037
Si  1.4174  1.3994  6.8291  0.0036  0.0014  0.0011
Si  4.0552  4.0447  6.8018  -0.0018  -0.0041  0.0005
Si  1.3474  6.777  6.8138  -0.0007  -0.0043  -0.0041
Si  4.1251  9.5796  6.8006  0.0038  0.0024  -0.0011
Si  6.7453  1.3469  6.7919  -0.0022  0.0012  -0.0008
Si  9.5637  4.1329  6.7961  0.0019  0.0017  -0.0019
Si  6.8391  6.8195  6.8164  0.0078  0.0008  0.0003
Si  9.4676  9.5071  6.8482  0.0002  -0.0025  0.0041
Si  0.0062  2.7426  8.1505  0.0008  0  0.0003
Si  2.7267  -0.0104  8.1813  0.0001  0.0022  0.0014
Si  -0.022  8.1307  8.1724  -0.0037  -0.0024  0.0013
Si  2.693  5.4027  8.1551  -0.0017  0.0011  0.0005
Si  5.4148  2.6923  8.1849  -0.0007  -0.0031  0.0038
Si  8.0804  0.0019  8.1587  -0.0002  -0.0024  0.0003
Si  5.4561  8.1902  8.1484  -0.0004  0.0022  0.0013
Si  8.2334  5.4953  8.1749  0.0003  0.0003  -0.0004
Si  1.323  4.092  9.5386  -0.0033  0.0001  0.0003
Si  4.0489  1.3241  9.5608  0.0021  -0.0023  0.0033
Si  1.3289  9.4967  9.5225  0.0014  -0.0023  -0.0005
Si  4.0542  6.8139  9.4571  -0.0014  0.0012  -0.0008
Si  6.8467  4.0991  9.4534  0.0047  -0.0009  -0.0027
Si  9.4824  1.3657  9.4572  0.0033  0.0022  0.001
Si  6.7732  9.5314  9.5499  -0.0009  0.001  0.0012
Si  9.5677  6.8103  9.6152  0.0034  -0.0012  0.0011
Si  -0.1221  -0.0505  10.8215  -0.0024  -0.0006  -0.0011
Si  2.6368  2.6869  10.8519  -0.002  0.0003  -0.0004
Si  0.0394  5.4248  10.9978  0.0022  -0.002  -0.0025
Si  2.6596  8.0826  10.8869  0.0047  0.0046  0.0022
Si  5.3644  -0.0728  10.9289  0.0003  -0.0006  -0.0026
Si  8.2138  2.7775  10.8494  0.0017  0.0021  0.0016
Si  5.4848  5.4903  10.7552  0.004  -0.0003  0.0005
Si  8.1951  8.2351  10.8931  0.0005  -0.0014  0.0011
Si  1.1654  1.3265  12.1426  0.0015  0.0009  0.0086
Si  4.0933  4.1065  12.0067  -0.0039  0.004  -0.0007
Si  1.4121  6.7379  12.4169  0.0019  -0.0049  0.002
Si  3.9773  9.3847  12.2893  -0.0018  -0.0064  -0.0003
Si  6.8132  1.3725  12.0715  0.0046  0.0028  0.0027
Si  9.5785  4.0628  12.3617  -0.0027  0.0021  0.0069
Si  6.8403  6.8498  12.146  0.0037  -0.001  0.0061
Si  9.5051  9.5314  12.3741  0.0044  0.0057  0.0035
Si  -0.0087  2.6184  13.7767  -0.0104  -0.0051  -0.0023
Si  2.4393  -0.1005  13.4377  -0.0015  -0.007  0.0042
Si  -0.0305  8.0771  13.7886  -0.0059  0.0064  -0.0001
Si  2.921  5.294  13.6439  -0.0034  0.0026  0.0048
Si  5.4213  2.7366  13.3116  0.0018  -0.0025  -0.0028
Si  8.0568  0.1464  13.5759  0  -0.0058  -0.0017
Si  5.4419  8.0335  13.6157  0.001  -0.0032  -0.0045
Si  8.1614  5.5328  13.5594  0.0085  -0.0004  0.0015
Si  2.1119  3.3294  14.7132  -0.0057  0.0093  0.0077
Si  3.7076  1.5648  14.3809  0.0085  0.0003  0.0173
Si  3.3984  9.4952  17.1202  -0.019  -0.0026  0.0584
Si  6.5033  9.7547  14.7917  -0.0008  -0.0026  -0.0105
Si  6.4708  4.3724  14.6401  -0.0015  -0.0019  0.0002
Si  9.2028  1.5378  15.1568  0.0052  0.0008  -0.0148
Si  8.1801  8.8198  16.151  -0.0108  -0.0005  0.0284
Si  9.3191  6.8804  15.1971  -0.0012  0  -0.0028
Si  1.0471  -1.198  15.1134  -0.0057  0.004  0.0173
Si  5.1714  5.3996  19.8938  0.0046  -0.0095  0.0609
Si  2.027  4.5432  17.5339  0.0077  0.0026  0.062
Si  4.3536  6.5598  17.2056  0.0005  -0.0011  0.0585
Si  10.13  -0.6906  18.774  0.006  -0.0008  0.0648
Si  9.9895  -0.3914  16.3822  0.0025  -0.0058  -0.0114
Si  7.7884  3.2921  16.2617  -0.0013  -0.0012  0.0318
Si  9.878  5.5336  17.1631  0.0102  0.0078  0.0553
Si  -10.6655  20.6658  26.2048  -0.0018  0.0063  -0.0228
Si  10.654  17.869  24.9839  0.0048  0.0012  0.0012
Si  5.378  30.6585  28.1613  -0.0082  0.0055  -0.0463
Si  5.6671  13.6147  20.794  0.0143  0.0044  0.0388
Si  18.3296  26.7579  25.1773  0.0044  0.0057  0.0035
Si  20.5233  13.7311  25.2188  -0.0017  -0.0014  -0.0091
Si  12.8281  5.436  23.4381  0.0001  -0.0072  0.0271
Si  22.5501  19.5471  31.9284  0.001  0.0181  -0.0382
Si  -7.8574  39.5473  28.2497  0.0017  -0.0022  -0.0337
Si  14.6525  16.4947  25.7577  0.0033  -0.002  -0.004
Si  23.0366  2.4453  23.2835  -0.0022  0.0066  0.0366
Si  -0.7885  13.0283  30.9555  -0.0024  -0.0003  -0.058
Si  6.3134  7.5063  25.6948  -0.0024  -0.0055  -0.0074
Si  -1.2611  6.1733  27.9285  -0.0046  -0.0032  -0.0313
Si  13.8267  9.6588  20.221  -0.0001  -0.0054  0.072
Si  17.7386  4.9355  22.2852  0.0125  0.0051  0.0364
Si  14.1981  2.4489  19.4486  -0.0068  -0.006  0.0522
Si  5.6859  10.5793  20.9898  0.0011  0.0044  0.0485
Si  30.7276  7.0042  22.2797  -0.0129  -0.0025  0.0424
Si  15.6479  11.0326  15.8989  -0.0016  -0.0084  -0.0065
Si  24.4232  11.7558  25.4867  0.0029  -0.0068  0.0018
Si  9.8454  14.168  28.2438  -0.0076  0.0149  -0.0399
Si  -5.0228  -1.8591  31.1812  0.0006  -0.0029  -0.0619
Si  5.7317  -9.5336  17.5453  0  0.0105  0.0505
Si  -3.8071  20.0632  23.2986  0.0068  -0.0028  0.0309
Si  -6.0827  -4.7846  14.9244  -0.0101  -0.0028  -0.0005
Si  -3.6561  9.7242  18.7488  -0.0069  -0.0037  0.0603
Si  7.2188  -6.4054  28.0622  0.0038  0.001  -0.0316
Si  16.2806  -21.3203  26.5604  0.0032  0.001  -0.0158
Si  21.5029  -3.6164  19.5675  0.0108  -0.0042  0.0646
Si  1.0334  0.7579  20.6418  0.0067  0.0094  0.0462
Si  4.4511  4.4474  29.5916  0.0071  0.0023  -0.0744
Si  14.7825  24.622  27.2012  0.005  -0.009  -0.0284
Si  13.3595  6.6524  20.6901  -0.0035  0.0018  0.0491
Si  0.4277  8.3465  28.9566  0.0024  -0.0147  -0.0607
Si  8.3381  -10.7739  25.2955  -0.001  0.0023  0.0008
O  19.2951  5.8318  -0.9899  -0.0018  -0.0045  0.0177
O  8.0464  -5.008  -5.1818  0.0012  0.0017  0.0119
O  5.9498  -2.252  -3.6996  0.0037  0.0009  0.0423
O  3.6207  16.468  -12.9826  0.0078  -0.0023  -0.022
O  9.894  7.3172  -12.3158  0.0165  0.0046  -0.0354
O  -8.2447  12.8335  -6.6196  0.002  0.0046  0.0053
O  4.3682  4.1308  -2.1543  -0.0123  0.0005  0.054
O  -1.2651  10.453  -7.1904  0.004  -0.0009  0.0031
O  10.0403  6.4959  -6.929  -0.0009  0.0003  0.0125
O  5.2644  1.9897  -6.2803  -0.0021  0.0027  0.0061
O  0.8248  5.8512  -8.8033  0.0003  0.0002  -0.007
O  -3.4021  -9.8028  -0.0377  -0.0035  0.021  0.037
O  -10.3275  1.6682  -1.6239  0.0192  -0.0036  0.0353
O  12.5416  18.1925  -4.395  -0.0104  0.0059  0.0125
O  10.4659  2.3336  -3.9426  0.0031  -0.01  0.0376
O  6.7616  0.2409  18.1227  -0.0055  0.0126  -0.0266
O  5.3394  -4.7692  18.4477  -0.0065  0.0134  -0.0479
O  10.907  19.6596  19.0052  -0.01  0.0148  -0.0284
O  8.3678  16.3764  22.1289  -0.0006  0.0017  -0.0121
O  2.5789  14.638  18.8279  -0.0079  0.0138  -0.0378
O  -0.2545  0.5438  19.7031  -0.0108  -0.016  -0.037
O  23.3702  -0.7265  20.9769  0.0026  -0.0012  -0.0207
O  -18.0974  25.0783  28.7367  0.0007  0.0043  0.0287
O  14.9789  -0.3397  20.9098  -0.001  0.0008  -0.0158
O  -1.2001  -4.4277  18.5023  -0.0079  -0.0183  -0.0401
O  28.5672  26.0869  26.5002  0.001  0  0.012
O  14.2266  5.5915  24.2158  -0.0061  -0.0043  -0.0081
O  17.0922  12.0912  20.6415  -0.0036  -0.0007  -0.0234
O  -1.3269  14.4483  31.5417  -0.0033  0.0245  0.0494
O  24.6886  9.9166  18.6162  0.0083  0.0005  -0.0547
O  15.1898  8.1697  17.32  0.0014  0.0053  -0.0248
O  14.6781  16.7657  29.2529  0.0008  -0.0095  0.0201
O  6.5927  -7.5215  21.9492  -0.0067  -0.0083  -0.0219
O  -2.2221  -0.9381  19.4211  -0.011  -0.0016  -0.0378
O  4.3036  20.1279  31.6009  -0.015  0.0018  0.0362
O  5.0589  17.4204  25.8651  -0.0003  0.0001  -0.0022
O  -15.2937  4.947  23.8687  -0.0006  -0.0012  -0.0162
O  12.6602  3.9263  22.8875  -0.0043  0.0003  -0.012
O  5.9846  15.3752  29.079  -0.0131  0.0023  0.02
O  19.8384  11.8973  31.1166  -0.0056  -0.0146  0.0259
O  2.8639  16.8133  17.4287  0.0112  -0.0028  -0.0263
O  0.49  9.4064  27.7531  0.0023  -0.0075  0.0275
O  17.3305  19.2094  27.0763  -0.006  0.0015  0.0145
O  5.73  3.8843  19.6216  -0.003  0.0014  -0.0189
O  12.9945  12.3263  19.6697  0.0107  0.0078  -0.0212
O  12.058  17.4231  19.724  -0.012  0.0025  -0.0238
O  18.4986  17.4638  25.4516  0.0003  -0.0025  -0.0017
O  8.8682  26.025  24.9217  -0.0005  -0.0012  0.0049
O  10.1621  13.6367  26.7491  0.0003  0.0024  0.0183
O  18.6207  -2.8176  22.3219  0.0035  -0.0019  -0.0136
O  21.8248  5.4074  32.8512  0.0146  0.0082  0.0238
O  27.7579  5.851  21.2453  -0.0117  -0.0005  -0.0295
O  1.4023  43.4255  25.7124  -0.0035  -0.0008  0.0036
O  14.9317  4.1028  26.2185  0.0022  -0.0014  0.0105
O  20.8656  29.2153  28.8626  0.0058  0.0103  0.0198
O  -6.7448  11.0725  25.5155  -0.0002  0.001  0.0012
O  2.4153  12.5  24.061  -0.0048  0.0053  -0.0104
O  3.157  -2.7872  20.5314  0.0007  0.0058  -0.0172
O  30.3776  1.6505  24.8977  0.0025  -0.0013  0.0044
O  0.4961  9.1207  30.361  0.0038  0.0053  0.0718
O  6.5455  7.7814  31.9603  0.0164  -0.0017  0.0277
O  11.3366  4.8528  17.4005  -0.0016  0.0019  -0.015
O  2.0893  9.0813  16.2436  -0.0088  -0.0005  -0.0275
O  2.3213  3.5277  16.3241  0.0063  -0.0156  -0.0428
O  -4.7274  10.1912  22.4669  -0.0059  0.0062  -0.0287
O  16.058  21.3385  27.8847  0.0011  -0.0119  0.0164
O  7.4197  8.5675  17.6265  0.027  0.013  -0.0337
O  27.9219  -2.3998  24.4298  0.0018  0.0061  -0.0101
O  6.8718  11.0117  25.9979  -0.0015  -0.0041  0.0014
O  10.8921  24.4417  24.2547  0.0022  -0.0053  -0.0038
O  17.0849  20.3238  19.947  0.0187  -0.0033  -0.037
O  -0.4913  4.8074  28.3785  0.001  -0.0036  0.0134
O  0.3561  -2.4253  25.2688  0.0013  0.0008  0.0047
O  0.7774  -9.2467  21.962  0.0009  -0.0132  -0.0308
O  2.6875  -4.6672  26.8079  -0.003  0.0003  0.0148
O  4.4568  -9.0719  18.4713  0.0196  -0.0186  -0.038
O  30.5486  -6.5639  17.0938  -0.008  -0.0077  -0.0269
O  19.1188  25.0609  28.4555  0.0053  -0.0036  0.0121
O  14.8235  8.1888  28.0052  0.0021  -0.0042  0.0142
O  12.8185  6.4488  22.1939  0.0073  0.0047  -0.0301
O  13.4591  5.6413  32.2737  -0.0081  0.0073  0.0294
O  20.5857  7.1342  23.6959  -0.0056  0.0021  -0.0127
O  2.8397  11.3073  32.345  -0.0078  -0.0043  0.0135
O  6.7414  -0.517  31.4215  0.0195  0.0031  0.0271
O  14.9209  -8.2357  20.9142  -0.0056  -0.0031  -0.0276
O  8.2527  10.0339  24.007  -0.0041  0.001  -0.0086
O  24.3387  -7.8878  32.8013  -0.0041  -0.004  0.0163
O  6.7201  -8.2668  17.2974  0.0076  0.0057  -0.0313

Results
free energy: -139738.639 eV
free energy less fixed offsets of O -570.45, Si -639.56 eV per atom: -0.639 eV

The program warned: the cutoff lies below the one the program advises for these potential files; the forces do not sum to zero within the program's tolerance; empty levels may hold ghost states of the PAW files; the exchange-correlation potential is rough where the density is thin.
